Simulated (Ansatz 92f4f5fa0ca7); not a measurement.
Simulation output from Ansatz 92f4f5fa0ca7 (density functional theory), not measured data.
Periodic cell of 157 atoms, Si96O55N6, from a study of silicon, its oxide and their interface. The atomic structure is a simulated model.

Settings: functional r2SCAN; potential files Ansatz norm-conserving; basis plane waves; wave-function cutoff 1300 eV; density cutoff ratio 4; exchange-correlation grid ratio 1; k mesh 2 x 2 x 1, shifted by 0.5 0.5 0.5 of a step; self-consistency stop 5e-08 eV per atom in the density residual; occupations Fermi-Dirac, 0.05 eV; spin none; net charge 0.

Cell vectors (angstrom)
a	10.88	0	0
b	0	10.88	0
c	0	0	22.7168

Atoms: element, x, y, z (angstrom)
Si	0.0039	-0.2918	0.2637
Si	2.8767	2.4711	0.4341
Si	-0.1137	5.6142	-0.3366
Si	2.9355	8.0048	0.0338
Si	6.7041	-1.0822	-0.6684
Si	8.1294	0.0726	0.5196
Si	4.9774	5.5493	-0.3918
Si	8.449	7.6625	0.2086
Si	1.4918	0.9137	1.499
Si	4.1646	4.2731	1.7119
Si	1.3017	6.7126	1.2197
Si	4.443	9.1469	1.4788
Si	7.1759	2.2694	0.754
Si	9.6663	3.9655	1.4066
Si	6.8094	6.1026	1.1421
Si	9.7347	9.0647	1.6505
Si	0.1058	2.1756	2.6486
Si	3.2023	-0.342	2.615
Si	0.269	7.8493	2.8697
Si	2.5111	5.4086	2.7564
Si	5.7217	2.7773	2.7992
Si	8.111	-0.2995	2.6845
Si	5.5738	7.6617	2.8201
Si	8.4689	5.2964	2.8643
Si	1.0099	3.9828	3.9445
Si	4.3204	1.4394	3.763
Si	1.5595	9.4018	4.0164
Si	3.9283	6.9493	4.3101
Si	6.8645	4.2383	4.3013
Si	9.3541	1.2841	4.0739
Si	6.9346	9.3335	3.9869
Si	9.6276	6.9073	4.2642
Si	-0.2348	-0.2545	5.2729
Si	2.7166	2.5637	4.9755
Si	0.022	5.3358	5.4706
Si	2.7978	8.2374	5.7324
Si	5.4423	-0.0685	5.3264
Si	8.2699	2.4702	5.6025
Si	5.2763	5.4762	5.5344
Si	8.2188	8.3607	5.4013
Si	1.547	1.1892	6.3137
Si	3.8397	4.0013	6.6891
Si	1.3034	6.6903	6.6261
Si	4.0477	9.677	6.9801
Si	6.8447	1.1879	6.7294
Si	9.6494	3.8858	6.8241
Si	6.9053	6.8025	6.5611
Si	9.5524	9.5254	7.0559
Si	0.2642	2.2918	7.9127
Si	2.6535	0.3441	8.1576
Si	-0.1037	7.8128	8.0452
Si	2.6542	5.5684	8.389
Si	5.0792	2.2016	7.6743
Si	8.1824	0.0456	8.3349
Si	5.3404	8.2627	8.1969
Si	7.828	5.162	7.8803
Si	1.02	4.0547	9.515
Si	3.8657	1.8129	9.596
Si	1.2554	9.48	10.186
Si	4.19	6.9479	9.5234
Si	5.7881	4.1435	8.4547
Si	9.6229	1.9142	9.6692
Si	6.8366	9.5475	9.5298
Si	8.8647	6.3766	9.8432
Si	-0.974	-0.2053	12.079
Si	2.4876	2.7268	11.1674
Si	-0.2226	5.3621	10.9919
Si	3.1279	8.6124	10.9286
Si	5.122	0.2641	10.8773
Si	8.3897	4.3964	10.9722
Si	5.1721	4.5198	10.7469
Si	7.9926	8.4104	11.3384
Si	0.8337	4.4679	14.5912
Si	9.8031	5.3944	13.6711
Si	6.2629	2.5922	12.7328
Si	7.2282	13.0428	15.225
Si	2.6094	-5.2592	12.2784
Si	11.3212	-0.7715	14.3769
Si	4.5288	3.0421	15.0701
Si	9.3245	7.8711	15.2083
Si	1.1464	1.1062	19.1726
Si	2.8889	7.673	16.8278
Si	0.9405	6.1342	17.2722
Si	12.8114	-0.3831	16.8699
Si	7.0588	-0.2017	13.2446
Si	6.7381	-2.8478	13.9904
Si	16.1564	5.8987	15.795
Si	13.4645	8.0352	13.5894
Si	8.0107	4.6318	16.3243
Si	12.0475	-1.0078	21.0144
Si	1.0852	15.0791	19.6775
Si	3.7786	3.466	20.4768
Si	12.8494	1.6575	14.4257
Si	20.5858	-4.0362	17.4232
Si	-0.2455	9.4274	18.7195
Si	5.3338	12.2871	21.3097
O	2.5499	3.1145	21.6245
O	0.7334	2.5336	19.503
O	2.9166	4.1698	19.4696
O	4.3806	7.0069	16.6752
O	-1.5434	6.3628	-0.624
O	0.6323	5.1835	-1.7379
O	-2.6269	3.6117	23.2696
O	3.7224	6.6155	-0.5249
O	5.7627	-1.112	23.4101
O	6.5335	2.2059	21.9441
O	5.7456	-0.1476	-1.7569
O	25.1327	2.0097	15.2955
O	4.9911	4.4387	21.0508
O	14.0533	9.3796	17.0625
O	2.0805	11.1272	20.287
O	7.3268	8.3229	-1.0832
O	-2.2194	3.1605	9.8685
N	-2.5196	-0.9143	12.3326
O	7.6027	-7.9218	13.8107
O	0.9122	8.1543	9.1915
O	1.1411	6.1199	11.6288
N	-1.2866	4.6489	12.1848
O	1.4314	10.5018	9.1145
O	10.1938	-12.5815	15.1176
O	5.347	-4.7146	10.6021
N	6.1993	1.0455	12.1169
O	7.4064	0.467	14.864
N	3.5366	4.2015	11.5411
N	6.5289	3.8423	11.5379
O	10.7903	9.7794	11.1094
O	5.8039	6.8431	14.5655
O	1.3809	9.0665	13.3219
O	8.6077	4.8957	14.7854
O	8.2163	2.9649	16.4415
O	2.3996	7.6156	15.1332
O	2.2162	1.8268	12.8119
O	4.921	13.8256	13.5383
O	8.8294	5.4166	17.549
O	7.3422	-3.3185	12.4501
O	10.6254	0.3437	13.4193
O	11.4867	4.9798	18.385
O	15.5558	2.1752	19.9822
O	15.086	9.7984	11.308
O	0.701	9.5153	17.4536
O	11.8804	2.8834	15.0297
O	7.7582	8.1544	15.2195
O	4.2798	1.6045	22.599
O	9.7833	7.0832	13.8487
O	11.8376	5.2957	15.9395
O	5.8696	2.4859	15.8897
O	-0.2213	11.0826	19.1023
O	1.9729	11.8174	17.7799
O	6.6202	5.4587	16.6914
O	9.4433	-2.5368	18.5516
N	12.4142	11.1144	15.2017
O	9.6913	1.0107	10.9038
O	6.0134	-12.228	13.8061
O	0.4304	8.8014	20.0767
O	15.1936	4.6906	15.4083
O	13.3849	-1.8151	21.5105
O	23.823	4.8382	13.5894

Results
free energy: -38545.556 eV
free energy less fixed offsets of N -289.75, O -463.61, Si -117.95 eV per atom: 14.694 eV
pressure: -1.37 GPa
stress xx, yy, zz, yz, xz, xy (GPa, positive in tension): 0.84, 1.89, 1.38, 1.88, -1.67, -0.17

Forces (eV/angstrom), in the order of the atoms: element, x, y, z
Si	-1.7852	-0.2822	-0.8254
Si	2.8103	0.3144	-1.7007
Si	-0.632	-0.9963	1.3868
Si	0.1293	0.0687	-0.4863
Si	-2.0643	-0.1631	-1.1613
Si	2.8123	3.0832	-0.2061
Si	-1.0203	-1.9235	1.2533
Si	-1.6435	-2.4614	-2.0575
Si	1.1506	-0.4937	-0.8748
Si	-0.0892	-1.3934	-1.8276
Si	0.7882	0.0686	-0.8599
Si	0.8693	-1.5243	-1.4432
Si	1.1214	0.8566	-1.1796
Si	0.8089	-0.6073	-1.3548
Si	0.6269	2.0737	0.7847
Si	-0.3334	0.8564	-0.5023
Si	-2.0987	2.8125	0.7473
Si	-2.0888	2.0149	1.3408
Si	0.3579	0.1305	0.2824
Si	0.1947	0.6671	0.9129
Si	1.6322	2.1594	-2.0674
Si	2.146	0.4635	0.3042
Si	0.4657	-0.1088	-0.2815
Si	-1.1153	0.67	0.6332
Si	1.8178	-0.8763	-0.7621
Si	-0.9316	-2.6789	1.3035
Si	0.0358	0.1516	0.8525
Si	0.1735	-2.0165	-1.4963
Si	0.8065	-1.7303	-0.0748
Si	0.6433	-1.6656	-1.5096
Si	-3.7288	-0.2353	-0.2519
Si	-0.4181	-1.1543	-0.314
Si	1.9059	0.5072	0.3593
Si	-0.3252	2.0996	0.3457
Si	-1.6737	-0.9959	-0.4506
Si	-1.4072	0.6193	-0.7465
Si	0.2851	-0.3642	-0.3666
Si	-0.9119	2.9742	-0.8196
Si	0.2768	0.0068	-0.3571
Si	1.5905	-1.4289	2.3564
Si	-1.407	-1.0031	0.5354
Si	-0.0774	0.2496	0.4403
Si	1.4803	0.3895	1.6916
Si	0.2112	0.7605	-0.0979
Si	0.0113	-1.8378	0.3613
Si	-0.28	-0.0643	0.5947
Si	-1.2496	0.7367	0.9897
Si	-0.248	0.0125	-0.9808
Si	-0.7994	2.6434	1.2014
Si	0.1741	-0.5815	0.7891
Si	-2.3959	-1.1646	-1.0599
Si	-0.6329	-1.4473	-1.0348
Si	-0.4946	0.3581	0.1538
Si	0.5597	1.3678	-0.0729
Si	2.7756	-0.0099	-1.2206
Si	1.0466	0.4366	0.2844
Si	0.9336	-1.3109	-0.3064
Si	0.1921	-2.1721	-0.338
Si	-3.2973	-4.4363	2.4171
Si	0.1601	-1.1283	2.4608
Si	0.0954	0.8057	0.6639
Si	-0.8589	-1.9558	-4.1335
Si	-1.6037	0.4658	1.4645
Si	0.4396	0.7245	-0.5041
Si	-1.5677	1.9631	-2.6996
Si	0.1127	1.8578	2.2511
Si	1.8063	1.2134	-1.3897
Si	2.3404	-0.2987	2.7454
Si	1.811	-1.5184	-0.9563
Si	-4.2149	-0.4298	0.2565
Si	-0.9624	0.5056	0.2615
Si	0.8025	1.9456	-3.2856
Si	0.5569	-0.7782	-1.1023
Si	-1.2147	-0.5155	3.5562
Si	1.988	3.307	-0.6704
Si	5.1299	-1.3662	0.4377
Si	0.5233	-0.2536	0.9526
Si	0.9709	-2.1215	-1.0975
Si	1.0774	1.3935	0.9735
Si	0.6334	-2.0802	1.7691
Si	1.2375	-3.8776	0.2797
Si	1.0344	0.7571	-2.7009
Si	0.7202	0.5797	1.2748
Si	0.1998	-0.8095	-0.5159
Si	-0.6927	1.9038	1.354
Si	-1.5681	-0.7009	-0.9439
Si	0.6582	2.5208	1.636
Si	0.949	-0.997	-2.173
Si	1.408	0.1869	0.1807
Si	2.5336	1.0524	1.3735
Si	3.0731	-0.9545	0.9549
Si	2.259	-1.7091	3.8857
Si	0.9677	3.3839	0.579
Si	-1.8163	2.6553	-0.5704
Si	-0.702	0.3251	1.3366
Si	-2.3519	-0.5251	0.1261
O	0.7738	0.1379	0.1676
O	-0.5998	5.7377	1.2583
O	-5.7507	2.3977	-3.3351
O	0.0094	-0.8482	0.4626
O	-0.2174	2.2311	0.4969
O	0.1182	-1.8505	-1.3095
O	-0.7796	-2.0749	0.4958
O	0.8171	0.657	-0.6867
O	-0.3982	-0.1177	-0.8927
O	1.5132	1.1537	0.4283
O	1.249	-0.714	1.0619
O	-1.3622	-0.3626	-0.2447
O	-0.5181	1.7068	1.4439
O	-1.4178	-0.8547	-0.5914
O	-2.594	0.2007	-0.3626
O	0.8801	0.9203	1.248
O	-0.2307	1.4773	1.5051
N	0.7843	-0.3809	0.4317
O	-3.0033	-2.763	-0.7013
O	1.0673	0.8478	2.7842
O	-1.0277	-0.3629	-0.6195
N	-0.0628	-0.5475	-0.4029
O	1.1439	5.0973	-4.1663
O	1.9824	3.0652	-0.4733
O	-1.6185	0.7258	-0.6932
N	0.3006	-3.5775	1.3461
O	-0.1637	2.306	-2.0782
N	0.5529	0.6581	-1.2584
N	1.6003	0.0622	0.1709
O	1.5698	-1.621	-0.5042
O	-0.7197	-0.4404	-0.9732
O	-2.4527	2.0156	1.6205
O	0.2786	1.7	0.811
O	-1.4613	0.4255	-1.6165
O	0.4904	0.3034	1.8125
O	0.0881	0.3344	-1.3563
O	0.3188	0.0561	-0.7146
O	1.3831	0.8865	-0.2953
O	-2.5782	-1.2759	4.6974
O	-0.7017	-0.5258	-0.8061
O	0.8769	-0.4611	0.7167
O	-0.2878	-0.4454	1.3547
O	0.5925	1.5882	-0.0809
O	1.2465	0.1219	-2.0605
O	-0.2468	-0.033	-1.2995
O	0.0654	0.7802	-0.7527
O	-0.9523	-0.674	-0.0207
O	0.0635	-1.9677	-0.7651
O	0.5512	0.1698	0.0807
O	-3.7592	0.8372	0.1875
O	-1.2456	-1.1743	-0.1167
O	0.1298	0.1896	0.0215
O	-1.4908	-1.0346	-2.1482
O	-0.0726	-1.675	-2.2521
N	-0.4043	-3.1961	2.1994
O	0.7954	-1.0311	4.5033
O	1.0472	-1.4905	-1.0719
O	-0.0192	0.2623	-0.6447
O	0.1818	-2.4677	-0.1992
O	0.5409	-1.8509	1.8466
O	-0.4856	-1.1955	1.0799
